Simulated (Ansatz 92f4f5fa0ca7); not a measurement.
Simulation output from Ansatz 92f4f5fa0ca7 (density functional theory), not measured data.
Periodic cell of 240 atoms, Si128O80H32, with a vacuum gap, from a study of silicon, its oxide and their interface. The atomic structure is a simulated model.

Settings
functional: r2SCAN
potential files: Ansatz PAW
basis: plane waves
wave-function cutoff: 800 eV
density cutoff ratio: 5
exchange-correlation grid ratio: 1
k mesh: 1 x 1 x 1, shifted by 0.5 0.5 0 of a step
self-consistency stop: 1e-11 eV per atom in the density residual
occupations: fixed
spin: none
net charge: 0
applied field: sawtooth along c, amplitude +0.015 V/angstrom in the program's sign convention, ramp centred at 0.9885 of c and 0.0230 of c wide, no dipole correction

Cell vectors (angstrom)
a  10.88  0  0
b  0  10.88  0
c  0  0  43.4367

Atoms: element, x, y, z (angstrom)
Si  5.3408  -1.8419  29.8184
Si  8.0051  0.8687  29.8806
Si  5.8713  3.1174  29.7924
Si  8.5776  -5.1119  29.7411
Si  0.4172  -2.3349  29.7788
Si  3.173  0.3814  29.8115
Si  10.8007  3.5611  29.6762
Si  2.6322  -4.5134  29.8382
Si  6.8824  -0.7031  31.1748
Si  9.664  2.0207  31.0612
Si  7.0129  -6.2029  31.1067
Si  9.6964  -3.4923  31.0522
Si  1.5583  -0.7533  31.0868
Si  4.2886  1.9735  31.1135
Si  12.3579  4.7154  31.0421
Si  4.2029  -3.397  31.1481
Si  5.5771  0.6421  32.563
Si  8.3421  3.3404  32.5032
Si  5.6081  -4.8104  32.3982
Si  8.3186  -2.1064  32.3936
Si  11.0406  0.6335  32.3783
Si  13.7498  3.3556  32.3836
Si  11.029  6.0519  32.4706
Si  2.8694  -2.0692  32.5351
Si  4.2171  -0.7189  33.8812
Si  6.9776  1.9922  33.8527
Si  4.2379  -6.1692  33.7556
Si  6.9574  -3.4518  33.7686
Si  9.6819  -0.7331  33.7473
Si  12.392  1.9937  33.7556
Si  9.6818  4.7089  33.8382
Si  12.388  -3.4641  33.8254
Si  1.3585  -1.3667  9.6025
Si  4.0628  1.3462  9.5858
Si  1.3353  4.059  9.6682
Si  4.081  -4.0814  9.6441
Si  6.8047  -1.3603  9.6555
Si  -1.3524  1.3728  9.6771
Si  6.8345  4.0884  9.6235
Si  -1.3848  -4.1008  9.6131
Si  2.6885  0.0201  10.9472
Si  5.4612  2.6883  10.8903
Si  2.7019  5.4385  10.981
Si  5.4462  -2.725  11.0029
Si  -2.7131  0.0047  11.0173
Si  -0.0164  2.7237  11.084
Si  8.1873  5.4289  11.0282
Si  -0.0048  -2.7491  10.9171
Si  1.3288  1.3217  12.4011
Si  4.0757  4.0196  12.217
Si  1.3346  -4.085  12.326
Si  4.0805  -1.3192  12.2844
Si  -4.0615  1.403  12.3387
Si  -1.3144  4.1137  12.4932
Si  6.783  -4.0933  12.3697
Si  -1.3327  -1.3937  12.2956
Si  0.2158  -0.3253  13.6884
Si  2.972  2.4849  13.5873
Si  -0.1649  -5.1402  13.8285
Si  2.4832  -2.4653  13.527
Si  5.1952  0.2782  13.5778
Si  -2.9966  3.016  13.7037
Si  5.589  5.1442  13.5563
Si  -2.4479  -2.9635  13.5977
Si  2.5799  -3.6751  18.0467
Si  7.2577  -3.9648  18.7823
Si  6.187  3.1782  22.5593
Si  3.7286  0.9433  18.2969
Si  8.0658  2.1658  16.697
Si  8.8723  -2.1365  22.9995
Si  2.973  -2.1969  25
Si  1.4433  -1.0346  18.5566
Si  8.6571  2.9874  23.9672
Si  2.129  2.7829  16.5256
Si  4.0618  4.5777  27.6731
Si  4.2791  -3.9382  15.6281
Si  9.5799  -5.1104  23.4717
Si  0.5989  5.2705  16.9399
Si  -1.9848  4.3721  18.553
Si  1.563  -4.2274  23.3372
Si  11.6355  -1.9865  21.4683
Si  6.6948  -1.8909  20.8054
Si  7.167  -3.267  27.6264
Si  5.9431  0.0107  16.5666
Si  5.2764  0.7124  20.8466
Si  7.0022  -2.5369  16.2522
Si  3.0782  -0.4124  22.7703
Si  9.733  0.2091  24.8755
Si  1.8997  2.2807  27.5998
Si  8.7428  3.9637  21.3773
Si  9.343  -1.036  27.7036
Si  4.3856  -5.3953  22.9323
Si  1.789  0.4645  25.0735
Si  -0.2363  0.6125  16.6084
Si  5.0941  -4.2469  25.6205
Si  4.6595  -3.9436  20.1865
Si  5.6088  -2.1026  35.1643
Si  8.3408  0.6098  35.1587
Si  5.5909  -7.5154  35.1487
Si  8.3029  -4.8034  35.1481
Si  11.0234  -2.0837  35.1392
Si  13.7252  0.6529  35.1693
Si  11.0503  3.3389  35.157
Si  2.8899  -4.8212  35.1513
Si  6.9691  -0.7396  36.5115
Si  9.6895  1.9791  36.5166
Si  6.9499  -6.1601  36.5067
Si  9.6681  -3.4468  36.4875
Si  12.3772  -0.7267  36.507
Si  4.2319  2.0003  36.4979
Si  1.5289  -6.1789  36.5087
Si  4.2435  -3.4596  36.5174
Si  1.3522  1.3625  6.9168
Si  4.0765  4.085  6.926
Si  1.3549  -4.0933  6.9483
Si  4.0837  -1.3769  6.9258
Si  6.7974  1.3508  6.9519
Si  -1.3562  4.0708  6.9332
Si  6.7918  -4.0732  6.9118
Si  9.5111  -1.3533  6.9262
Si  -0.0095  0.0126  8.2838
Si  2.7021  2.7296  8.2727
Si  -0.008  -5.4618  8.2937
Si  2.7279  -2.7281  8.2777
Si  5.4353  -0.0256  8.2813
Si  8.1763  2.7102  8.2892
Si  5.4488  5.445  8.2817
Si  8.1476  -2.7187  8.275
O  0.8205  -1.7495  19.8688
O  1.3891  -1.3922  14.1044
O  1.5274  -3.4357  29.2684
O  4.7603  -5.2745  14.8793
O  9.6888  4.678  29.1966
O  -2.4553  2.5033  15.1525
O  2.5337  1.1122  28.509
O  6.9496  1.9833  29.2872
O  2.8123  0.7914  23.8447
O  4.6672  -4.9575  21.4182
O  9.0122  4.5377  24.4059
O  4.258  -0.7309  29.2701
O  7.8202  -4.5088  28.4291
O  0.2383  -0.5816  17.5813
O  5.7132  -4.3826  19.0338
O  2.3896  0.2435  18.8853
O  -0.4956  0.1082  15.09
O  3.428  -5.1161  28.5586
O  11.2488  0.2182  24.3463
O  4.5955  -5.6232  26.3159
O  2.3454  -0.9111  25.7765
O  8.3233  -2.2064  27.2809
O  4.8364  3.9393  22.9874
O  6.9016  -1.1719  17.1068
O  9.0077  -3.5997  23.7335
O  6.5108  -3.8024  26.2542
O  6.0238  -2.5598  28.5259
O  5.7829  -0.2712  14.9843
O  4.5388  -0.0846  17.3448
O  1.5993  1.6406  26.1517
O  1.662  -0.8335  22.1275
O  7.9432  -2.2762  14.9834
O  2.8161  -5.2338  23.2438
O  12.2266  -3.4314  21.9346
O  4.0743  1.3699  14.04
O  7.9262  3.4692  17.6359
O  9.29  -5.4817  21.912
O  4.0379  -3.0335  25.8738
O  3.1755  -3.8874  19.5431
O  8.8761  -0.8899  24.0476
O  3.6624  -4.3294  17.0505
O  8.182  -5.2072  19.1689
O  5.5331  -2.9513  15.7467
O  -1.3609  -4.0701  14.0961
O  -1.6041  1.2241  17.2113
O  10.6312  -1.6579  28.4535
O  6.6349  1.4381  16.8101
O  10.0978  -1.9119  21.9609
O  5.1995  -2.5348  20.7849
O  7.4564  -2.0748  22.2177
O  -1.5748  3.5778  19.912
O  5.2693  3.8455  28.4609
O  11.451  2.8667  28.3341
O  6.7219  4.1001  14.0924
O  0.9068  1.7404  16.5479
O  7.5809  -2.6577  19.6807
O  2.3974  -2.0944  17.7967
O  1.1213  -4.3094  17.7425
O  3.1111  -3.189  14.8275
O  9.8239  -0.25  26.4072
O  2.4802  3.1403  14.9904
O  3.6833  -1.6591  23.6322
O  7.0402  2.8955  23.9072
O  2.9321  3.4856  27.354
O  6.4653  -0.3247  20.4737
O  4.6832  1.4048  19.5136
O  5.2306  -4.5356  24.0289
O  7.5728  -3.6849  17.2222
O  7.1122  4.0161  21.5029
O  5.8521  1.7885  21.8606
O  3.3659  2.2109  17.3743
O  11.1675  -5.1167  23.7154
O  9.2378  2.8294  22.4435
O  0.4225  -5.4475  15.3292
O  4.0717  -0.0329  21.5962
O  9.1713  1.7378  24.8412
O  -0.7773  4.7994  17.6015
O  8.6138  0.0528  28.6265
O  1.7615  -3.1736  24.553
O  1.7058  4.1487  17.2357
H  6.1469  0.0818  37.444
H  7.7881  -1.5642  37.444
H  10.5092  1.1552  37.449
H  8.8696  2.8028  37.449
H  6.1236  -5.3428  37.4391
H  7.7732  -6.9804  37.4391
H  10.4932  -4.2653  37.4199
H  8.846  -2.6253  37.4199
H  13.2052  -1.5423  37.4394
H  11.5588  0.0985  37.4394
H  3.4088  2.8208  37.4303
H  5.0524  1.1772  37.4303
H  0.7077  -5.3565  37.4412
H  2.3501  -7.0014  37.4412
H  5.0626  -4.2841  37.4498
H  3.4239  -2.6356  37.4498
H  2.1744  0.5411  5.9843
H  0.5316  2.1855  5.9843
H  4.8964  3.2613  5.9936
H  3.2531  4.9052  5.9936
H  2.1812  -4.9106  6.0159
H  0.5358  -3.2688  6.0159
H  3.2647  -0.5523  5.9933
H  4.9059  -2.1983  5.9933
H  5.9777  2.1747  6.0195
H  7.6158  0.5256  6.0195
H  -2.1774  4.8932  6.0008
H  -0.5331  3.2503  6.0008
H  5.9668  -3.2546  5.9793
H  7.613  -4.8956  5.9793
H  8.683  -0.5377  5.9938
H  10.3307  -2.1772  5.9938

Results
free energy: -128007.386 eV
free energy less fixed offsets of H -15.71, O -570.45, Si -639.56 eV per atom: -4.986 eV

Forces (eV/angstrom), in the order of the atoms: element, x, y, z
Si  -0.0074  0.0053  0.0311
Si  -0.0067  0.0059  0.0307
Si  -0.0002  -0.0037  0.031
Si  0.0052  -0.0041  0.0325
Si  0.0042  -0.004  0.0339
Si  0.0032  -0.0051  0.0315
Si  -0.0055  0.0081  0.0381
Si  -0.0075  0.0025  0.0322
Si  -0.0082  0.0092  -0.018
Si  -0.0035  0.0072  -0.0179
Si  0.0064  -0.006  -0.0107
Si  -0.0006  -0.002  -0.0179
Si  0.0037  -0.0092  -0.0158
Si  0.0063  -0.0113  -0.0136
Si  -0.0017  0.0003  -0.0181
Si  -0.0024  0.0062  -0.0178
Si  -0.0072  0.0026  0.0052
Si  -0.0029  0.0021  0.0009
Si  -0.0039  0.0026  0.0092
Si  -0.0037  -0.0049  0.0095
Si  -0.0015  0.0031  0.0125
Si  -0.001  0.0012  0.0089
Si  -0.0025  -0.0044  0.0041
Si  0.0017  0.0059  0.0051
Si  0.0022  -0.0032  0.0126
Si  -0.0031  -0.0072  0.0127
Si  -0.0045  -0.0059  0.0194
Si  -0.0066  -0.0023  0.0229
Si  -0.0019  0.0012  0.0209
Si  0.0039  -0.0006  0.0193
Si  -0.0002  0.0008  0.0116
Si  0.0009  -0.0029  0.013
Si  0.0003  0.0001  -0.0139
Si  -0.0033  0.0076  -0.0108
Si  -0.0027  -0.0034  -0.0229
Si  0.0061  0.0062  -0.0188
Si  -0.0017  -0.0034  -0.0199
Si  0.0016  -0.0011  -0.0249
Si  -0.0004  0.0034  -0.013
Si  -0.0126  -0.0009  -0.0137
Si  -0.0011  -0.002  0.0009
Si  0.0038  -0.0025  -0.0032
Si  -0.0062  0  -0.0099
Si  0.0004  -0.0053  -0.0098
Si  -0.0011  -0.0009  -0.0102
Si  -0.0064  -0.0029  -0.009
Si  0.0031  -0.0043  0.0004
Si  0.0055  -0.0033  -0.0029
Si  0.0019  -0.0103  0.0101
Si  0.003  -0.0019  0.0125
Si  -0.0119  0.0057  0.0096
Si  -0.0049  0.0059  0.0165
Si  -0.0022  0.0039  0.0081
Si  -0.0036  0.0095  0.0122
Si  -0.0016  -0.0104  0.0126
Si  0.0075  -0.0113  0.0134
Si  -0.0003  -0.0019  0.0289
Si  -0.0047  0.0042  0.0268
Si  0.0024  0.0026  0.0426
Si  0.0093  -0.0074  0.0358
Si  0.0091  -0.0041  0.0311
Si  -0.0024  -0.0026  0.0364
Si  -0.0132  0.0005  0.0276
Si  -0.0035  0.006  0.0276
Si  0.0021  0.01  0.0713
Si  -0.0081  0.0054  0.0636
Si  -0.0003  0.0058  0.0531
Si  0.0112  0.0004  0.0701
Si  -0.0095  0.0074  0.0657
Si  0.0005  0.0146  0.0705
Si  0.0032  -0.0017  0.0665
Si  -0.0008  -0.0132  0.0694
Si  0.0246  -0.0143  0.0602
Si  0.0055  -0.0119  0.0626
Si  -0.0072  -0.0061  0.0714
Si  0.006  0.0121  0.0711
Si  -0.0111  -0.002  0.0548
Si  -0.0105  0.0113  0.0596
Si  -0.0006  0.0047  0.0828
Si  0.0089  0.0043  0.0548
Si  0.0073  0.0015  0.0848
Si  0.0008  0.0102  0.0606
Si  0.0022  -0.0015  0.0715
Si  -0.0002  0.0101  0.0552
Si  0.008  -0.005  0.0691
Si  0.0017  -0.0089  0.065
Si  -0.0037  0.0033  0.0694
Si  0.0129  -0.0046  0.0721
Si  -0.003  0.0126  0.0733
Si  0.0321  -0.0007  0.0773
Si  -0.0064  -0.0076  0.0727
Si  0.0097  0.0068  0.0757
Si  -0.0129  0.0229  0.0706
Si  0.0049  -0.0103  0.0682
Si  0.0189  -0.0114  0.0696
Si  0.0116  -0.0065  0.0757
Si  -0.0088  -0.0009  0.1831
Si  -0.0018  -0.004  0.1887
Si  -0.006  0.0132  0.1805
Si  0.008  -0.008  0.1798
Si  0.004  -0.0076  0.1821
Si  -0.0028  0.0049  0.1796
Si  -0.0041  -0.0084  0.1866
Si  -0.0009  -0.0032  0.1861
Si  0.0385  -0.0495  0.351
Si  0.0511  -0.0291  0.2959
Si  -0.0525  0.02  0.3457
Si  -0.0391  0.0555  0.3883
Si  -0.0262  0.0509  0.3452
Si  -0.0619  0.0508  0.3919
Si  0.0368  -0.0397  0.324
Si  0.022  -0.0303  0.2949
Si  -0.0181  0.0201  -0.3087
Si  -0.0078  0.0315  -0.2692
Si  0.0264  -0.032  -0.3368
Si  0.0295  -0.0303  -0.4296
Si  0.034  -0.0124  -0.3447
Si  0.0145  -0.0594  -0.4108
Si  -0.0273  0.0201  -0.3053
Si  -0.0209  0.0152  -0.2771
Si  -0.004  0.0057  -0.1856
Si  -0.0039  0.0006  -0.1852
Si  0.0004  -0.0009  -0.1803
Si  0.001  -0.009  -0.178
Si  0.006  -0.0071  -0.1788
Si  -0.0063  0.003  -0.1754
Si  0.0052  -0.006  -0.1819
Si  0.0032  -0.0033  -0.1843
O  0.0094  0.0135  -0.0555
O  -0.0016  -0.0018  -0.017
O  -0.002  -0.0002  -0.013
O  0.0166  -0.0054  -0.0384
O  -0.0014  0.0013  -0.0083
O  0.0014  0.0067  -0.0551
O  -0.0122  0.0129  -0.0395
O  0.0006  -0.0017  -0.0103
O  0.0134  -0.017  -0.042
O  0.0026  0.024  -0.0517
O  -0.0024  0.0044  -0.027
O  -0.0016  -0.002  -0.012
O  -0.013  0.0136  -0.0321
O  -0.0074  0.0176  -0.036
O  0.0222  -0.0017  -0.0248
O  0.0027  0.0002  -0.0293
O  0.0093  -0.01  -0.0515
O  0.0098  -0.0109  -0.0306
O  -0.0028  -0.0016  -0.0162
O  0.0111  0.02  -0.0389
O  0.0057  -0.0059  -0.0261
O  0.0028  0.0064  -0.0188
O  0.0056  -0.0065  -0.0201
O  -0.003  -0.003  -0.034
O  -0.0064  0.0037  -0.0201
O  -0.0149  -0.0078  -0.041
O  0.0109  -0.0101  -0.0357
O  -0.0027  0.0084  -0.0577
O  0.0145  -0.0043  -0.0306
O  0.0033  -0.0242  -0.0541
O  -0.0093  -0.0115  -0.0444
O  0.0074  -0.0055  -0.0477
O  0.0013  -0.0002  -0.0094
O  -0.003  0.0136  -0.0367
O  -0.0043  0.0021  -0.0246
O  0.0024  -0.0197  -0.038
O  -0.0017  -0.0097  -0.0437
O  -0.0132  0.0078  -0.0298
O  -0.0198  0.005  -0.05
O  -0.0115  -0.0223  -0.0445
O  0.0197  0.0042  -0.0543
O  -0.0006  0.0043  -0.0385
O  -0.0111  -0.0121  -0.0287
O  -0.0023  0.0008  -0.0134
O  0.0036  0.0034  -0.0225
O  -0.0154  0.0169  -0.0325
O  0.006  -0.0008  -0.028
O  0.0161  -0.002  -0.0243
O  -0.0014  -0.0109  -0.0352
O  -0.0247  0.0028  -0.0495
O  0.0009  0.0103  -0.0585
O  -0.0125  0.0127  -0.0318
O  0.0102  -0.0064  -0.0318
O  -0.0041  0.0009  -0.01
O  -0.0026  -0.0057  -0.0217
O  -0.0056  -0.0213  -0.0321
O  0.0012  -0.0045  -0.0222
O  -0.0058  -0.0094  -0.0302
O  -0.0062  0.0095  -0.0282
O  -0.0035  0.0134  -0.0612
O  0.0002  -0.0075  -0.049
O  -0.0047  0.0173  -0.0337
O  0.0027  0.0042  -0.0308
O  0.0018  -0.004  -0.02
O  0.0059  -0.004  -0.0279
O  -0.0189  0.0038  -0.0472
O  -0.0064  -0.009  -0.0571
O  -0.0106  0.0119  -0.0432
O  0.0296  0.0012  -0.025
O  -0.005  -0.0168  -0.0354
O  -0.0137  0.0104  -0.0299
O  -0.0047  0.0091  -0.0135
O  -0.0067  0.0063  -0.0339
O  -0.0082  0.0054  -0.07
O  0.0239  0.0151  -0.0338
O  -0.0085  0.0097  -0.0243
O  0.0173  0.0032  -0.0342
O  0.0089  -0.0128  -0.0359
O  -0.007  -0.0131  -0.0344
O  0.001  -0.0049  -0.0246
H  0.2729  -0.2545  -0.2869
H  -0.3308  0.3372  -0.2379
H  -0.3273  0.3611  -0.2452
H  0.2472  -0.27  -0.2943
H  0.3508  -0.3177  -0.2542
H  -0.2709  0.2544  -0.2916
H  -0.2648  0.2711  -0.2894
H  0.3321  -0.3367  -0.2482
H  -0.265  0.2569  -0.2954
H  0.3029  -0.3874  -0.2461
H  0.3673  -0.3106  -0.2381
H  -0.2683  0.2606  -0.2918
H  0.2683  -0.2643  -0.2824
H  -0.3304  0.338  -0.2477
H  -0.3438  0.3216  -0.2525
H  0.2605  -0.2642  -0.2893
H  -0.2732  0.2662  0.281
H  0.3139  -0.3346  0.25
H  -0.2963  0.2681  0.2697
H  0.3494  -0.2818  0.2522
H  -0.3356  0.3048  0.2529
H  0.2623  -0.2918  0.2792
H  0.2754  -0.2655  0.2783
H  -0.3474  0.3272  0.2484
H  0.2882  -0.279  0.2781
H  -0.3173  0.3306  0.2517
H  0.2641  -0.2831  0.2818
H  -0.3221  0.3336  0.2484
H  0.3301  -0.3356  0.2528
H  -0.2636  0.2772  0.2771
H  0.317  -0.3259  0.2478
H  -0.2514  0.2989  0.2718

The program warned: the cutoff lies below the one the program advises for these potential files; the forces do not sum to zero within the program's tolerance; empty levels may hold ghost states of the PAW files; the exchange-correlation potential is rough where the density is thin.
